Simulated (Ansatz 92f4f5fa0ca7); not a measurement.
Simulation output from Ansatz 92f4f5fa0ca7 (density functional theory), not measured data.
Periodic cell of 213 atoms, Si132O78H3, from a study of silicon, its oxide and their interface. The atomic structure is a simulated model.
Doubt: the cutoff is far below the 930 eV that the study's wrapper takes by default for these files, so forces and energies are approximate.
This geometry differs little from another in the collection (a relaxation step or a small displacement).

Settings: functional PBE; potential files Ansatz PAW; basis plane waves; wave-function cutoff 580 eV; density cutoff ratio 5; exchange-correlation grid ratio 1; k mesh 1 x 1 x 1, Gamma-centred; self-consistency stop 5e-08 eV per atom in the density residual; occupations fixed; spin none; net charge +1 e, with a uniform compensating background and no finite-size correction.

Cell vectors (angstrom)
a	10.938	0	0
b	0	10.938	0
c	0	0	31.231

Atoms and the computed forces on them: element, x, y, z (angstrom), force x, y, z (eV/angstrom)
Si	10.4315	0.5472	23.755	0.0104	-0.0027	-0.0548
Si	6.1106	10.3414	23.8728	0.0021	0.011	-0.0487
Si	2.2656	3.1165	23.7701	0.01	-0.0177	-0.0621
Si	8.6307	2.3722	23.8042	-0.0138	0.0177	-0.047
Si	0.6516	4.9794	23.8531	0.0013	0.01	-0.043
Si	4.9912	5.9434	23.8752	-0.0016	-0.0018	-0.003
Si	3.2769	7.6424	23.9047	0.0026	0.0024	-0.0028
Si	7.7883	8.5363	23.8343	0.0071	-0.0226	-0.059
Si	1.2835	1.4129	25.0731	-0.0112	0.0107	0.0251
Si	6.9507	1.2802	25.071	0.0146	-0.0089	0.0159
Si	4.0564	4.0952	25.0216	-0.0096	0.0142	0.0173
Si	9.7009	4.0723	25.0395	0.0141	-0.005	0.0155
Si	1.5134	6.729	25.1681	0.0181	-0.0049	0.0085
Si	6.7822	6.8569	25.1277	-0.0137	0.0077	0.0185
Si	4.2153	9.4897	25.0415	0.0108	-0.0199	0.0113
Si	9.5612	9.6134	24.991	-0.0085	0.0076	0.0161
Si	2.7517	-0.0241	26.3018	-0.0039	-0.0001	-0.0235
Si	8.2711	-0.0275	26.5259	0.0023	0.0001	-0.0092
Si	0.0236	2.751	26.5525	0.0009	0.0074	-0.0067
Si	5.4928	2.6999	26.3169	-0.0029	0.0012	-0.0214
Si	2.7944	5.3871	26.5873	0.007	0.0046	-0.0079
Si	8.2428	5.4449	26.3421	-0.0038	-0.0005	-0.0153
Si	0.0372	8.1978	26.3204	0.0012	0.0031	-0.0186
Si	5.4963	8.2113	26.5714	-0.0026	0.0038	-0.005
Si	4.1037	1.3549	27.7189	0.0037	0.005	0.0254
Si	9.6032	1.3598	27.8768	0.0002	-0.0014	-0.0119
Si	1.3836	4.0863	27.9168	-0.0092	0.0018	-0.0299
Si	6.86	4.0762	27.7306	0.0046	0.0097	0.0247
Si	4.1384	6.8146	27.8917	-0.0086	0.0089	-0.0195
Si	9.5858	6.8476	27.7293	-0.0004	-0.0045	0.0172
Si	1.3925	9.5618	27.7304	0.0016	-0.0023	0.026
Si	6.87	9.5835	27.8834	0.0015	0.0005	-0.0128
Si	0.0379	-0.0295	29.1775	0.0017	-0.0197	-0.0017
Si	5.4563	0.0185	29.1721	-0.0157	0.0034	-0.0022
Si	2.7644	2.6966	29.1878	0.0211	-0.013	0.0015
Si	8.199	2.7313	29.1781	-0.0014	0.0098	-0.0088
Si	-0.0158	5.4912	29.1795	-0.0143	0.0098	-0.0029
Si	5.5108	5.4332	29.1836	0.0024	-0.0231	0.0023
Si	2.7286	8.2028	29.175	-0.0031	0.0058	-0.007
Si	8.2309	8.1809	29.1801	0.0108	-0.0157	0.0004
Si	1.3673	1.3673	30.5472	0.1787	-0.2053	0.0317
Si	6.8362	1.3673	30.5472	-0.1141	0.0864	0.0398
Si	4.1018	4.1018	30.5472	0.1901	-0.1966	-0.0753
Si	9.5708	4.1018	30.5472	-0.0992	0.1041	-0.0234
Si	1.3673	6.8362	30.5472	-0.1084	0.1132	0.0562
Si	6.8362	6.8362	30.5472	0.2689	-0.0988	-0.0199
Si	4.1018	9.5708	30.5472	-0.0522	0.0714	-0.0399
Si	9.5708	9.5708	30.5472	0.2043	-0.1321	-0.067
Si	2.7345	0	0.6835	-0.1877	0.1427	0.0983
Si	8.2035	0	0.6835	0.0115	-0.0796	-0.0765
Si	0	2.7345	0.6835	-0.001	-0.1165	-0.0819
Si	5.469	2.7345	0.6835	-0.1486	0.2149	0.1345
Si	2.7345	5.469	0.6835	0.075	-0.0982	-0.0984
Si	8.2035	5.469	0.6835	-0.1689	0.1404	0.099
Si	0	8.2035	0.6835	-0.1435	0.161	0.1315
Si	5.469	8.2035	0.6835	0.0282	-0.0695	-0.0828
Si	4.0671	1.4072	2.0603	-0.0143	0.0235	-0.003
Si	9.5573	1.3713	2.0492	0.0117	0.0017	-0.0119
Si	1.3774	4.0863	2.0382	0.0124	-0.0313	0.0288
Si	6.7971	4.144	2.0623	-0.0316	0.0226	-0.0088
Si	4.1179	6.8206	2.0426	0.004	0.0008	0.006
Si	9.5363	6.8633	2.056	-0.0118	0.01	-0.008
Si	1.3439	9.5991	2.0556	-0.0096	0.0075	-0.0064
Si	6.8287	9.5798	2.0508	0.0463	0.0125	0.036
Si	-0.0329	0.0271	3.4677	0.0095	-0.0132	-0.0138
Si	5.4308	0.0203	3.3666	-0.0421	0.032	0.0107
Si	2.7118	2.7626	3.5021	0.0102	-0.0288	-0.0242
Si	8.164	2.758	3.3641	0.0357	0.0012	-0.0297
Si	-0.0007	5.4722	3.334	-0.0311	0.0497	0.0415
Si	5.4384	5.4896	3.5176	0.0021	-0.0002	-0.0616
Si	2.751	8.2123	3.3341	-0.003	0.0165	0.019
Si	8.1547	8.2177	3.48	0.0335	-0.0164	-0.019
Si	1.3164	1.401	4.8749	-0.0075	-0.0069	0.0152
Si	6.7816	1.4199	4.7338	0.1265	-0.001	-0.0033
Si	4.0375	4.1665	4.9332	0.024	0.0377	0.0285
Si	9.5639	4.1028	4.6835	0.0964	-0.0475	-0.0557
Si	1.3913	6.83	4.6462	0.0085	0.0078	0.0058
Si	6.7459	6.9147	4.9156	-0.039	-0.0049	0.0392
Si	4.0869	9.5757	4.7102	0.0099	0.0015	0.0164
Si	9.5104	9.6063	4.8428	0.0009	0.0114	0.0095
Si	2.6787	-0.0776	6.1094	-0.0143	-0.0093	-0.0325
Si	8.1097	0.0858	6.1694	0.0124	0.0077	-0.0241
Si	-0.06	2.8223	6.1995	-0.0201	0.0045	-0.0314
Si	5.3299	2.6674	6.2448	0.1479	0.1303	0.0703
Si	2.6552	5.6047	6.2543	-0.0033	0.0158	-0.0167
Si	8.2007	5.4777	6.103	-0.1518	-0.2686	0.0231
Si	0.0035	8.1393	6.0043	-0.0123	-0.0223	-0.0297
Si	5.3757	8.3428	6.2959	-0.0023	0.0037	-0.0223
Si	4.4095	0.798	7.4163	-0.0049	-0.0619	0.1363
Si	9.1081	1.8261	7.4049	-0.0574	0.008	-0.106
Si	0.8125	4.664	7.4077	0.0047	-0.0105	0.1108
Si	7.3834	3.4806	7.013	-0.0373	0	-0.0543
Si	3.5275	7.4542	7.5119	-0.0089	-0.0032	0.0865
Si	10.0607	6.3538	7.249	0.0495	-0.0117	0.1339
Si	1.6636	9.1093	7.3392	-0.0223	0.004	0.0516
Si	6.278	10.251	7.4431	0.0173	-0.0062	0.0886
H	9.3748	1.4999	8.8464	-0.1029	0.1278	-0.1285
O	3.9265	0.8066	9.0072	0.0327	-0.0195	-0.1539
O	6.589	10.4019	9.0858	-0.027	0.0059	-0.1104
O	0.8305	9.6502	8.6831	0.0152	-0.0041	-0.1047
O	3.9619	7.1072	9.0762	-0.0156	0.0039	-0.1139
O	9.7833	6.7361	8.8253	0.0247	-0.0346	-0.1584
O	0.9913	4.5195	9.052	-0.0159	0.0301	-0.1375
H	2.8175	7.9438	22.5175	-0.0003	0.0012	0.0063
H	5.3814	5.618	22.4642	0.0038	-0.0027	0.009
O	7.9783	3.1554	22.4356	0.0068	-0.0173	0.0837
O	0.1486	11.0682	22.2864	-0.0138	0.0192	0.098
O	0.504	5.6742	22.3397	0.0142	-0.0055	0.097
O	2.5769	2.5164	22.2348	-0.0141	0.0182	0.1042
O	5.8978	-0.1397	22.3061	0.0175	-0.0065	0.1055
O	8.1431	7.8836	22.3337	-0.0206	0.0138	0.098
Si	10.9881	9.2093	13.9915	0.005	-0.0122	0.096
Si	5.8995	8.139	16.4066	-0.0005	-0.004	0.0342
Si	9.1678	0.9548	19.1536	-0.0047	-0.0071	-0.0611
Si	3.2497	7.1154	17.5654	0.011	-0.0021	0.0005
Si	2.2857	4.5838	19.0003	0.0052	0.005	-0.0483
Si	0.7163	2.4314	14.5719	0.0019	0.0106	0.0957
Si	7.165	5.7658	11.598	-0.0135	-0.0078	0.1835
Si	8.6434	3.1597	20.9386	0.0077	-0.004	-0.1122
Si	5.5113	3.3443	12.0143	-0.0011	-0.0081	0.1463
Si	1.2497	3.6899	10.423	0.006	-0.0266	0.1986
Si	2.4654	0.7654	18.2986	0.0044	0.002	-0.0292
Si	2.9679	9.3942	19.7217	-0.0022	-0.0063	-0.0729
Si	5.9683	3.5775	16.1498	-0.0063	0.0038	0.0391
Si	3.1288	2.2953	20.7203	0.0116	-0.0026	-0.113
Si	7.2885	5.967	14.6388	0.0068	-0.0038	0.096
Si	6.1734	1.2353	14.3065	-0.0102	-0.0004	0.0862
Si	9.9777	4.8011	15.6468	-0.003	-0.0014	0.0427
Si	8.361	3.647	18.0772	-0.0016	-0.0048	-0.0315
Si	10.7299	1.5066	11.739	-0.0016	-0.0005	0.1738
Si	4.0073	10.0083	14.6675	0.0109	-0.0017	0.0911
Si	3.5953	1.5541	10.4125	-0.0182	0.0322	0.2241
Si	6.8111	9.3946	10.3461	0.0002	-0.0141	0.1858
Si	5.1389	-0.1656	20.8817	-0.0185	-0.0025	-0.1212
Si	0.5503	9.6138	10.2791	0.0073	0.0108	0.1798
Si	2.4703	10.0796	12.2331	0.0009	-0.0186	0.1505
Si	8.9188	7.8903	20.8928	0.0125	0.0026	-0.1144
Si	7.2774	9.5677	18.8784	0.0022	0.0028	-0.0496
Si	8.4401	10.6919	12.845	0.011	0.005	0.1329
Si	3.0613	5.398	12.408	-0.0011	0.0016	0.1407
Si	10.7638	5.2907	20.909	-0.007	-0.0003	-0.1146
Si	9.1819	7.4548	10.1312	-0.0257	0.0346	0.2068
Si	1.4827	6.6281	14.9135	-0.0083	0.0054	0.0845
Si	4.7189	7.2298	10.5137	0.0118	-0.0076	0.1702
Si	2.8991	3.0972	16.5199	0.0072	-0.0017	0.0246
Si	1.1626	10.6752	16.0475	0.0038	0.0064	0.0404
Si	0.1139	10.3104	20.8456	0.009	-0.0178	-0.1155
O	7.8487	8.2949	9.7375	0.0079	-0.0114	-0.0671
O	10.0501	9.0447	20.9424	-0.0016	0.0057	0.0457
O	8.0941	4.0478	19.6607	0.0019	-0.0008	0.0429
O	4.8255	7.2448	17.2177	0.0008	0.0031	-0.004
O	11.022	9.5437	15.598	-0.0054	-0.006	-0.0327
O	9.3633	4.5805	17.1603	0.0031	0.0037	-0.0066
O	3.195	1.6112	17.1196	-0.0013	0.0009	-0.0004
O	4.113	9.464	20.8954	0.0105	0.0025	0.0483
O	0.7524	1.9914	12.996	-0.008	-0.0094	-0.0865
O	8.4912	1.5849	20.5133	-0.0009	0.0124	0.0491
O	3.2821	3.7816	20.0389	0.0047	-0.0099	0.0418
O	0.9513	5.1845	19.7262	-0.0112	0.0032	0.0439
O	3.1309	0.5153	11.6032	0.0112	0.0266	-0.0847
O	2.3755	7.2331	16.1695	-0.0108	-0.004	-0.0285
O	6.0387	2.3022	13.1137	-0.0051	0.0165	-0.0619
O	8.4689	10.5972	18.4943	0.0033	0.0023	0.0181
O	6.6664	9.083	17.4645	-0.0003	-0.0034	0.0008
O	5.0777	9.0018	15.314	-0.01	0.0133	-0.0319
O	6.2255	10.48	19.7164	-0.008	0.0056	0.0427
O	3.6596	6.7297	11.6529	0.0173	0.0195	-0.0735
O	0.6357	7.6794	13.9527	-0.0046	0.0086	-0.0416
O	10.3175	8.5225	10.6827	-0.0114	-0.0208	-0.0749
O	10.3835	3.4053	14.8897	0.0044	-0.0094	-0.0295
O	4.742	0.489	14.4293	0.0014	0.0031	-0.0361
O	1.9651	9.1516	10.9856	-0.0176	-0.0051	-0.079
O	9.4845	9.5294	13.3957	-0.0124	0.0061	-0.0479
O	2.6701	10.245	15.5649	0.0068	-0.0031	-0.0291
O	4.4634	1.3416	20.7498	0.0033	-0.0033	0.0414
O	6.0349	6.2664	10.529	-0.0118	0.0038	-0.0837
O	2.0767	1.5789	19.6675	0.002	0.0057	0.0391
O	3.5349	10.5618	18.7156	0.0044	-0.0012	0.0229
O	4.9205	2.4322	10.7919	-0.0251	-0.026	-0.0882
O	0.532	1.0996	15.4506	-0.0032	0.0032	-0.0282
O	2.3722	2.5651	10.1099	0.0116	0.0011	-0.0744
O	4.3056	4.3266	12.5535	-0.0007	0.0013	-0.0529
O	6.3727	4.683	15.0281	0.006	0.0095	-0.032
O	2.7468	8.14	18.7339	0.0006	0.0043	0.0213
O	8.8646	5.5712	14.7374	-0.0097	0.0055	-0.0327
O	5.3517	8.7371	10.7518	0.0059	0.0089	-0.0636
O	6.8884	4.1512	11.6006	0.0108	0.007	-0.0825
O	6.9309	6.3822	13.0978	-0.003	-0.0046	-0.0998
O	0.22	0.2183	10.779	0.0036	-0.0244	-0.084
O	6.8428	3.7785	17.5016	-0.002	-0.0001	-0.0017
O	1.1933	-0.0357	17.6545	-0.0041	-0.0027	0.0007
O	10.161	3.7712	21.1066	0.0006	-0.0049	0.044
O	6.3861	2.0717	15.6815	0.002	-0.0127	-0.0303
O	9.2601	1.0827	12.3208	0.0079	0.0162	-0.0625
O	7.8365	8.2698	19.7179	0.0112	-0.0107	0.0447
O	1.8812	3.7384	17.6437	-0.0016	-0.0012	0.0064
O	1.813	4.7219	11.5686	-0.0194	-0.0192	-0.0831
O	4.3637	3.7903	16.3779	0.0041	0.0006	-0.0095
O	2.149	3.0896	15.0592	-0.0105	-0.0015	-0.0322
O	1.5745	9.7147	20.4773	-0.011	0.002	0.0395
O	7.4991	10.116	11.6329	-0.0304	-0.0216	-0.1026
O	10.6018	0.4315	19.6987	0.0071	-0.0053	0.0412
O	3.5763	9.3971	13.2071	-0.0158	0.0003	-0.0742
O	10.8004	2.873	10.8144	-0.003	0.0269	-0.0832
O	9.6339	6.4402	20.5785	0.0013	-0.0008	0.0389
O	6.9869	7.2181	15.6284	0.0074	-0.011	-0.0316
O	1.1016	10.199	13.1785	0.0131	0.0077	-0.0695
O	7.4311	0.2205	14.0451	0.0136	-0.0084	-0.0467
O	0.3936	5.6971	15.6871	0.007	0.0051	-0.0199
O	9.1076	2.1709	18.053	0.0011	0.0017	0.0177
O	2.4861	5.8379	13.879	0.0196	-0.0152	-0.0703
O	8.6744	6.2577	11.1472	0.0305	0.0225	-0.0953
O	3.2097	5.7297	18.3716	-0.0004	-0.0041	0.014

Results
free energy: -128324.987 eV
free energy less fixed offsets of H -15.97, O -568.88, Si -635.61 eV per atom: -3.917 eV

The program warned: the cutoff lies below the one the program advises for these potential files; the forces do not sum to zero within the program's tolerance; the exchange-correlation potential is rough where the density is thin.
